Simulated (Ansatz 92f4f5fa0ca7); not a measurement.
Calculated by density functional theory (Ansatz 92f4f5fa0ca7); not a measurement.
Periodic cell of 252 atoms, Si144O100N8, from a study of silicon, its oxide and their interface. The atomic structure is a simulated model.
This geometry differs little from another in the collection (a relaxation step or a small displacement).

Settings
functional: r2SCAN
potential files: Ansatz PAW
basis: plane waves
wave-function cutoff: 800 eV
density cutoff ratio: 5
exchange-correlation grid ratio: 1
k mesh: 1 x 1 x 1, shifted by 0.5 0.5 0 of a step
self-consistency stop: 1e-10 eV per atom in the density residual
occupations: fixed
spin: none
net charge: 0

Cell vectors (angstrom)
a, 10.887, 0, 0
b, 0, 10.887, 0
c, 0, 0, 35.8628

Atoms and the computed forces on them: element, x, y, z (angstrom), force x, y, z (eV/angstrom)
Si, -0.2944, 0.3027, 0.3501, 0.0097, -0.0077, -0.0449
Si, 2.2765, 2.901, 0.0937, -0.0003, -0.0153, -0.06
Si, 0.1074, 5.0882, 0.2402, -0.017, 0.0009, -0.0553
Si, 2.9562, 7.9357, -0.0044, -0.0078, 0.0077, -0.0477
Si, 5.8078, -0.1561, -0.1705, -0.0037, 0.0162, -0.0676
Si, 8.4603, 2.4578, 0.3905, -0.0081, 0.0115, -0.0435
Si, 5.1368, 5.6745, 0.006, 0.0067, -0.0108, -0.0491
Si, 8.0509, 8.4898, -0.1397, 0.0169, -0.0028, -0.068
Si, 1.2845, 1.4347, 1.6068, -0.0002, 0.0003, 0.0005
Si, 3.9983, 4.0553, 1.2873, -0.0017, -0.0002, 0.0014
Si, 1.3329, 6.7965, 1.3068, 0.0004, -0.0015, 0.0015
Si, 4.1427, 9.5862, 1.1862, 0.0021, 0.0005, 0.0015
Si, 6.7944, 1.2703, 1.4488, -0.0005, -0.0008, 0.0045
Si, 9.5952, 3.9885, 1.7037, -0.0008, -0.0002, 0
Si, 6.8574, 6.8285, 1.1729, 0, 0.0021, 0.0031
Si, 9.435, 9.5311, 1.468, -0.0004, 0.0002, 0.0037
Si, 0.0119, 2.6926, 3.0779, -0.0002, 0.0002, 0.0008
Si, 2.7694, -0.0187, 2.6712, 0.0013, -0.0009, -0.0009
Si, -0.0068, 8.1487, 2.6973, -0.0004, 0.0004, -0.0001
Si, 2.6739, 5.4212, 2.7186, 0.0015, 0.0004, -0.0009
Si, 5.3969, 2.7188, 2.6665, 0.001, 0.0001, -0.0007
Si, 8.1001, -0.0485, 2.8792, 0.0006, 0.0011, 0.001
Si, 5.4857, 8.1976, 2.6177, 0.0007, -0.0001, -0.0004
Si, 8.1288, 5.4849, 2.7032, -0.0008, 0.0015, -0.0002
Si, 1.4002, 4.1288, 4.2312, 0.0013, 0.0007, 0.0012
Si, 4.0787, 1.3582, 4.0678, -0.0009, 0.0001, -0.0003
Si, 1.3818, 9.5102, 4.032, 0, 0.0006, 0.0007
Si, 4.0898, 6.8179, 3.9962, -0.0008, 0, -0.0005
Si, 6.7685, 4.0906, 4.034, 0.0001, 0, 0.0009
Si, 9.4686, 1.3003, 4.2483, -0.0007, -0.0008, 0.0004
Si, 6.7431, 9.4772, 4.1597, -0.0002, 0.0001, -0.0006
Si, 9.5184, 6.8065, 4.0796, -0.0008, -0.0001, -0.0009
Si, 0.0275, -0.0649, 5.4675, 0.0005, -0.0003, 0.0012
Si, 2.7565, 2.7066, 5.4859, 0.0013, -0.0002, 0
Si, -0.0191, 5.4768, 5.5026, -0.0004, 0.0009, -0.0006
Si, 2.7289, 8.1605, 5.41, -0.0009, 0.0008, -0.0008
Si, 5.409, 0.015, 5.4769, 0, 0.0001, 0.0007
Si, 8.1052, 2.7499, 5.4825, -0.0003, 0.0003, 0.001
Si, 5.4281, 5.4521, 5.3936, 0.0005, -0.0005, -0.0005
Si, 8.1664, 8.1439, 5.4605, -0.0002, 0, 0.0013
Si, 1.3587, 1.3407, 6.8003, -0.0008, 0.0003, 0.0008
Si, 4.1232, 4.0826, 6.7988, 0.0004, 0.0003, 0.0001
Si, 1.3689, 6.835, 6.8257, -0.0002, 0.0001, -0.0004
Si, 4.0442, 9.5356, 6.8133, 0.0011, 0.0002, -0.0001
Si, 6.7699, 1.3779, 6.8495, 0.0006, 0, -0.0002
Si, 9.5039, 4.0915, 6.832, 0.0001, 0, -0.0002
Si, 6.7952, 6.7815, 6.782, -0.0007, 0.0008, 0.0003
Si, 9.5367, 9.4917, 6.8171, -0.0008, 0.0002, 0
Si, -0.0073, 2.6929, 8.1471, -0.0007, -0.0002, 0.0012
Si, 2.6837, 0.0017, 8.1918, 0.0009, -0.0002, 0.0001
Si, -0.0227, 8.1522, 8.2051, 0, 0.0005, 0.0001
Si, 2.7695, 5.4512, 8.1285, 0.0006, 0.0003, 0.0005
Si, 5.4282, 2.7454, 8.2268, -0.0004, 0.0001, 0.0009
Si, 8.1936, 0.0075, 8.143, -0.0001, 0.0005, 0.0004
Si, 5.4693, 8.1898, 8.1228, 0.0001, 0.0005, 0.0005
Si, 8.1335, 5.4473, 8.1777, 0.0005, 0.0002, 0.0001
Si, 1.4066, 4.0576, 9.43, 0, 0.0005, -0.0006
Si, 4.0497, 1.3583, 9.5541, 0.0013, -0.0006, 0.0009
Si, 1.2898, 9.5551, 9.5483, -0.0002, 0.0006, 0.0002
Si, 4.1449, 6.8224, 9.4813, 0, -0.0003, 0.0004
Si, 6.8161, 4.1018, 9.576, -0.0003, 0.0007, 0.0003
Si, 9.5167, 1.3539, 9.5437, -0.0005, 0.0012, -0.0001
Si, 6.8472, 9.5354, 9.4947, 0.0006, 0.0005, -0.0003
Si, 9.4734, 6.7988, 9.5545, 0, 0.0002, 0.0002
Si, -0.0781, -0.0049, 10.9742, -0.0003, 0.0025, -0.0005
Si, 2.686, 2.7395, 10.9023, 0, 0.0021, -0.001
Si, -0.0052, 5.349, 10.7401, 0.0005, -0.0012, -0.0004
Si, 2.7297, 8.1752, 10.758, 0.0007, 0.0006, 0.0003
Si, 5.4975, 0.0085, 10.8358, 0.0024, -0.001, -0.0003
Si, 8.1586, 2.7051, 10.9144, 0.0001, -0.0002, -0.0002
Si, 5.5236, 5.5381, 10.9248, -0.001, 0.0011, -0.0007
Si, 8.1425, 8.2025, 10.9586, -0.0018, 0.0013, -0.0006
Si, 1.2898, 1.3804, 12.2841, 0.001, -0.0009, -0.0004
Si, 4.1254, 4.15, 12.1555, 0.0011, 0.0005, -0.0014
Si, 1.3292, 6.7691, 11.9789, -0.0007, 0.0003, -0.0005
Si, 4.1332, 9.4933, 12.0925, -0.0006, 0.0007, -0.0023
Si, 6.7678, 1.3797, 12.2939, 0.0005, 0.0013, -0.0003
Si, 9.6316, 4.0022, 12.1995, -0.0013, 0.0012, -0.002
Si, 6.8636, 6.8741, 12.4282, 0.0001, -0.0003, -0.0016
Si, 9.4165, 9.5583, 12.4149, 0.0006, -0.0006, -0.0002
Si, -0.1086, 2.6202, 13.7821, -0.0032, -0.0018, 0.0036
Si, 2.8939, 0.0925, 13.3767, 0.0022, -0.0016, -0.0006
Si, 0.115, 8.1083, 13.4284, 0.0004, -0.003, 0.0019
Si, 2.6426, 5.4592, 13.3613, 0.0001, 0.0009, -0.0017
Si, 5.5012, 2.9122, 13.592, 0.0023, 0.0033, 0.0026
Si, 7.959, 0.0453, 13.8566, -0.0014, 0.0023, 0.0034
Si, 5.2813, 8.2166, 13.7099, -0.0041, 0.0018, -0.0007
Si, 8.5283, 5.5098, 13.5657, 0.0053, -0.0017, 0.0013
Si, 1.4601, 4.0398, 14.7671, -0.0007, -0.0064, -0.0181
Si, 3.9927, 1.6146, 14.8353, 0.0005, -0.0012, -0.0286
Si, 1.7151, 9.3607, 14.5205, 0.0083, -0.0005, -0.0362
Si, 3.6393, 6.9174, 14.8817, 0.0006, 0.0049, -0.0363
Si, 7.239, 4.0666, 14.783, -0.0025, -0.0025, -0.0343
Si, 9.1405, 1.5183, 15.3049, -0.0015, 0.0061, -0.0455
Si, 6.1562, 9.9149, 15.1615, -0.0029, 0.0121, -0.0339
Si, 10.1837, 6.5748, 15.0144, 0.002, -0.0041, -0.0418
Si, 6.8711, 4.0136, 33.9391, 0.0072, -0.0081, -0.1171
Si, 14.2825, -7.0892, 27.5627, 0.0022, -0.0176, -0.1567
Si, 2.5037, 8.7441, 17.1739, 0.0045, 0.0051, -0.1013
Si, 2.1674, 2.4207, 17.1605, 0.0135, 0.009, -0.0752
Si, 8.6062, 11.0934, 18.0152, -0.0096, 0.0044, -0.1198
Si, 1.7711, 5.1073, 22.5762, -0.008, 0.0201, -0.1215
Si, 15.5062, 18.1271, 18.7829, 0.0025, -0.0187, -0.1184
Si, 15.9325, -0.9607, 19.8664, 0.0028, 0.0207, -0.1396
Si, 5.3949, 5.0878, 16.7712, -0.0043, -0.0127, -0.0827
Si, 8.8786, 2.9118, 24.7854, 0.028, -0.0203, -0.1358
Si, 8.5262, 5.3439, 18.4738, -0.009, -0.015, -0.1104
Si, 11.5389, 18.8149, 19.1065, 0.0051, -0.0021, -0.1372
Si, 10.8609, 2.7235, 22.5004, 0.0069, -0.0149, -0.1288
Si, 4.364, 0.4463, 17.4901, 0.0014, 0.0258, -0.113
Si, 12.8945, 9.874, 20.9577, 0.0171, -0.0156, -0.1278
Si, 4.5496, 18.5336, 23.6549, -0.0026, 0.0045, -0.1413
Si, -1.6184, -1.1279, 23.3277, -0.007, -0.0102, -0.1417
Si, 7.1501, 2.8521, 17.3128, -0.004, -0.0006, -0.0885
Si, 11.2835, 10.724, 17.0037, -0.007, 0.0197, -0.0799
Si, 8.1245, 8.1384, 17.0117, 0.0023, 0.0083, -0.0919
Si, 15.3135, -0.2761, 24.9317, -0.0222, -0.0285, -0.1293
Si, 4.0375, -6.2078, 24.641, -0.0056, 0.0365, -0.1483
Si, 10.4849, 17.8934, 23.5123, -0.0007, 0.0078, -0.1648
Si, 13.7945, -3.7232, 21.1289, 0.0116, 0.0246, -0.1301
Si, 7.4186, 5.5213, 29.6696, -0.0004, -0.0076, -0.1115
Si, 9.064, 6.9693, 20.766, 0.0045, -0.0114, -0.1464
Si, 10.1904, 9.4555, 27.9128, 0.0075, 0.0294, -0.146
Si, 0.8731, -3.4643, 28.7718, 0.0032, 0.0123, -0.1332
Si, 23.8816, 15.9179, 29.8527, 0.0204, 0.0138, -0.1275
Si, 8.573, 15.3612, 27.3358, 0.0167, 0.0093, -0.1537
Si, -0.6901, -10.4955, 25.6489, 0.0054, -0.0044, -0.1519
Si, 2.4519, 1.4875, 33.087, -0.0088, 0.0208, -0.1243
Si, 9.7037, -2.8156, 32.9299, -0.0097, -0.0047, -0.1526
Si, 1.6455, 11.2013, 23.762, -0.004, -0.018, -0.1431
Si, 16.8986, 2.1769, 24.835, -0.0008, -0.0057, -0.1172
Si, 21.164, 0.4932, 20.7263, -0.0162, -0.0164, -0.162
Si, -1.793, 18.9383, 30.0833, 0.016, -0.0068, -0.1617
Si, -4.6786, 12.4357, 30.1163, -0.0029, 0.0059, -0.1616
Si, -1.9694, 3, 29.7522, -0.0137, 0.0117, -0.1269
Si, -5.9642, 1.2184, 27.3871, -0.0093, -0.0129, -0.1617
Si, 6.8267, 8.6237, 21.9216, -0.0045, 0.0111, -0.1319
Si, 15.7598, 4.3874, 29.9526, -0.0114, 0.0094, -0.1121
Si, 5.4544, 12.3201, 32.8591, 0.0091, 0.0065, -0.1557
Si, 9.5347, 5.1813, 33.3752, 0.0102, -0.0172, -0.1282
Si, 11.4412, 16.0569, 17.4359, 0.01, -0.023, -0.0992
Si, 10.2609, 6.8638, 26.5221, -0.0122, -0.0059, -0.1602
Si, 11.1705, 14.1905, 31.6067, -0.0099, 0.0192, -0.1469
Si, 1.2945, -1.2135, 33.871, -0.0103, 0.0036, -0.1053
O, -0.9437, -5.42, 34.9143, 0.0241, 0.0021, 0.0843
O, -12.6897, -0.2838, 24.6852, 0.0133, 0.0287, 0.0837
O, 5.5095, 0.566, 34.2367, 0.0072, -0.0357, 0.095
O, 1.2419, 4.0803, 35.4772, 0.003, 0.0035, 0.0292
O, 2.5488, 2.0126, 34.6159, -0.0002, 0.0239, 0.0888
O, -4.8512, 9.8138, 21.1402, 0.0276, -0.0193, 0.0736
O, 9.4527, 16.6887, 27.3848, -0.0192, -0.0149, 0.0587
O, 10.046, -4.4068, 24.9732, -0.0073, -0.0049, 0.1237
O, 0.2227, -2.029, 32.9907, 0.0236, 0.0148, 0.0521
O, 10.1971, 2.4956, 30.5892, 0.0344, -0.0009, 0.0701
O, -0.4376, -14.5657, 29.7243, -0.0335, 0.0005, 0.0678
O, -0.5672, -7.0009, 32.8409, -0.0246, 0.0265, 0.0721
O, 5.6863, 4.9426, 34.514, -0.0211, 0.0235, 0.0572
O, 2.3315, 8.6091, 34.5048, 0.0223, -0.021, 0.0543
O, 6.6867, 5.2855, 15.7978, -0.0091, 0.0091, 0.0395
O, 6.8278, 8.713, 16.1572, 0.0214, -0.0266, 0.0482
N, 5.077, 0.4355, 15.8923, -0.0044, -0.0052, 0.0581
O, -2.9562, 6.7783, 17.9046, 0.0055, -0.0203, 0.0501
O, 5.3836, 5.9701, 18.135, -0.0104, 0.032, 0.0559
N, 2.6067, 8.2197, 15.5322, -0.0024, 0.0079, 0.0602
O, 5.5905, 3.4501, 17.0458, 0.0063, 0.003, 0.0295
O, 7.4248, 1.3529, 17.9144, 0.0057, -0.0143, 0.0387
O, 7.5074, 2.269, 24.2597, -0.0054, 0.006, 0.046
O, 9.3851, -3.2545, 16.0601, -0.0232, 0.0188, 0.0532
O, 12.9718, -6.7043, 28.4472, -0.0196, 0.0192, 0.0779
O, 9.3121, 11.2465, 19.4548, 0.0396, 0.006, 0.1065
N, 13.4892, 2.7371, 15.5187, -0.0072, -0.0003, 0.0383
O, 11.7533, 10.8322, 20.2916, 0.0021, 0.0037, 0.0528
O, 10.087, 7.853, 19.8414, -0.0253, -0.0075, 0.0639
O, 10.4021, 19.5036, 23.5345, 0.0046, -0.0071, 0.055
O, 22.8274, 6.3468, 23.3344, -0.0122, 0.0042, 0.057
O, 11.897, 12.5825, 23.2072, 0.011, -0.0132, 0.0552
O, 5.4026, -2.2409, 18.8937, -0.0017, 0.0116, 0.0549
O, 3.3415, 4.4226, 26.0764, -0.0146, -0.0233, 0.1169
O, 12.3969, 14.7293, 17.7143, -0.007, 0.0084, 0.0401
N, 7.9966, 2.819, 15.7946, -0.0109, -0.0001, 0.0522
N, 11.4345, -5.4817, 15.7145, -0.0002, 0.0072, 0.0554
O, 33.4571, 9.0396, 28.4783, 0.0067, -0.0152, 0.0513
O, 3.9148, 12.5845, 32.47, -0.0111, -0.0076, 0.0523
O, 14.1476, 18.4356, 17.961, 0.0179, -0.0139, 0.0602
N, 11.7702, 9.1424, 17.8227, -0.0047, -0.0226, 0.0648
O, 0.8969, 15.4409, 30.7834, -0.0309, -0.0317, 0.0712
O, 11.8046, 6.4648, 18.3759, 0.0003, 0.0339, 0.0617
O, 9.8896, 15.764, 17.7631, -0.0173, 0.0076, 0.045
O, 0.9143, 10.379, 15.5208, -0.0158, 0.0083, 0.0551
O, 5.2806, 11.139, 18.8213, 0.0077, -0.0283, 0.0748
O, 1.1413, 12.0854, 17.5017, -0.0018, -0.0048, 0.0316
O, 0.7691, 14.8955, 22.0351, 0.0005, -0.0026, 0.0429
O, 4.5229, -1.8528, 24.5248, 0.0011, 0.0417, 0.0558
O, 2.9103, 15.3488, 23.5018, 0.0389, -0.0137, 0.072
O, 19.997, 9.3606, 29.1134, -0.0231, -0.0238, 0.0815
O, 9.7379, -0.2974, 22.0237, -0.0174, -0.0249, 0.0931
O, 4.2781, 6.9311, 20.3122, -0.0265, -0.0008, 0.0778
O, 12.2885, -8.5746, 32.1875, 0.0333, -0.0343, 0.0654
O, 8.9485, 8.5993, 31.5966, 0.0086, 0.0026, 0.1148
O, 5.98, -5.4251, 30.3886, -0.0034, 0.0011, 0.0436
O, 7.6969, 7.8135, 20.8392, -0.0143, 0.0172, 0.0547
O, 18.684, 9.2147, 23.0461, 0.0234, 0.0132, 0.0595
N, 12.6479, 8.242, 20.4322, 0.0193, -0.0026, 0.0774
O, 19.6618, 16.4507, 20.0448, 0.0115, 0.0266, 0.0755
O, 3.3025, 10.1122, 17.4517, -0.0017, -0.0081, 0.0399
O, 5.1773, 14.4136, 24.4129, 0.0047, -0.0116, 0.044
O, 2.335, 5.6748, 21.1881, -0.0148, -0.0265, 0.0667
O, -0.593, 12.9313, 21.1523, 0.0099, 0.0305, 0.0754
O, 3.5559, 12.7216, 17.7854, 0.0022, -0.0074, 0.0362
O, 18.5049, 4.0185, 18.3377, 0.0125, 0.0214, 0.0413
O, 19.2465, 9.4684, 17.941, 0.0041, 0.0125, 0.0399
O, 15.4113, 6.2501, 24.5096, -0.0007, -0.0401, 0.0575
O, 8.4076, 4.0904, 25.7816, -0.0093, 0.03, 0.0926
O, 5.9886, 2.0593, 26.4657, -0.0125, -0.0075, 0.0894
N, 20.5586, 11.4048, 16.7102, 0.0021, -0.0214, 0.0682
O, 14.9324, 6.8021, 35.3752, -0.0005, 0.0013, 0.0225
O, -1.1844, 14.1949, 23.4602, -0.038, 0.0052, 0.0807
O, -5.3105, -20.9667, 28.8086, 0.0305, 0.0055, 0.1083
O, 4.1324, 16.6126, 15.9515, 0.0174, -0.016, 0.0463
O, 5.8711, 7.6201, 22.7341, -0.025, -0.0145, 0.0663
O, 15.5187, 4.4768, 28.3487, 0.0224, 0.0111, 0.0851
O, 5.5284, 0.7243, 24.2683, 0.003, 0.0155, 0.0495
O, 11.3691, -0.4245, 34.9992, -0.0254, 0.0199, 0.0607
O, 9.249, 3.2621, 28.1774, 0.0043, -0.0203, 0.0897
O, 23.8299, 17.5218, 29.5285, 0.0092, -0.0202, 0.0493
O, 20.8686, -4.3745, 32.5944, -0.0024, -0.0059, 0.0564
O, 9.5273, 12.2805, 35.5785, 0.0001, -0.001, 0.0301
O, 3.3096, 7.7068, 22.6047, 0.0303, 0.0016, 0.0898
O, 7.2445, 15.8418, 28.1371, -0.0182, 0.0119, 0.0805
O, 14.4989, 13.0679, 27.539, -0.0009, 0.0158, 0.0516
O, -0.7276, 0.0039, 27.2089, -0.0022, -0.0313, 0.0899
O, -3.0089, -3.8351, 29.751, 0.0043, 0.0103, 0.0457
O, 11.5922, -0.1115, 25.0036, -0.0271, 0.0029, 0.0732
O, 8.4452, 4.4519, 30.3567, 0.0077, -0.0032, 0.0573
O, 5.3678, 13.7971, 30.3077, 0.0054, -0.0151, 0.0554
O, -4.8013, 0.7308, 31.5196, -0.0161, -0.0083, 0.1042
O, 13.972, 0.455, 24.4226, 0.0316, 0.0024, 0.0548
O, 7.7604, -9.0029, 29.8444, -0.0087, -0.005, 0.0459
O, 9.5717, -4.3131, 22.2495, 0.0297, -0.0007, 0.1003
O, 14.4336, 10.1516, 20.4825, -0.0296, -0.0006, 0.0566
O, 12.7135, -0.7476, 22.5485, -0.0076, 0.035, 0.1038
O, 2.0818, 10.7952, 33.0169, -0.005, -0.0167, 0.0437
O, 8.8396, 8.2031, 34.3009, -0.033, 0.0095, 0.0934
O, 6.8744, 31.325, 35.3134, -0.0023, -0.0035, 0.029
O, -7.4148, -6.1572, 30.6683, -0.0006, -0.0024, 0.0494
O, 6.2306, 2.8482, 33.033, 0.009, 0.0219, 0.0616
O, -10.0549, 6.7975, 27.2451, 0.0159, 0.005, 0.0801
O, 7.716, 3.2994, 35.0945, 0.0213, -0.0242, 0.0639
O, 7.9369, 4.9687, 33.184, -0.0136, -0.0076, 0.0513
O, 9.7453, 19.2688, 26.7583, 0.0052, 0.0151, 0.0708
O, 9.8974, 1.9658, 25.6076, -0.0011, -0.0002, 0.0501
O, 4.5303, 10.7626, 26.5501, 0.0101, 0.0283, 0.0904

Results
free energy: -152232.438 eV
free energy less fixed offsets of N -386.36, O -570.45, Si -639.56 eV per atom: 0.082 eV

The program warned: the cutoff lies below the one the program advises for these potential files; the forces do not sum to zero within the program's tolerance; empty levels may hold ghost states of the PAW files; the exchange-correlation potential is rough where the density is thin.
